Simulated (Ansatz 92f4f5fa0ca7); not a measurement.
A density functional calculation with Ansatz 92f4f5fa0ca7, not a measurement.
Periodic cell of 227 atoms, Si134O92H1, from a study of silicon, its oxide and their interface. The atomic structure is a simulated model.
Doubt: the cutoff is far below the 930 eV that the study's wrapper takes by default for these files, so forces and energies are approximate.

Settings: functional PBE; potential files Ansatz PAW; basis plane waves; wave-function cutoff 580 eV; density cutoff ratio 5; exchange-correlation grid ratio 1; k mesh 1 x 1 x 1, Gamma-centred; self-consistency stop 5e-08 eV per atom in the density residual; occupations fixed; spin none; net charge +1 e, with a uniform compensating background and no finite-size correction.

Cell vectors (angstrom)
a, 10.938, 0, 0
b, 0, 10.938, 0
c, 0, 0, 32.2071

Atoms: element, x, y, z (angstrom)
Si, 0.2092, -0.3764, 24.8307
Si, 5.4742, -0.3429, 24.6791
Si, 2.5535, 2.9084, 24.7485
Si, 7.9611, 3.0906, 24.5712
Si, 0.1599, 5.015, 24.684
Si, 5.6593, 5.2987, 24.8379
Si, 2.4225, 8.2594, 24.9338
Si, 7.8248, 8.4449, 24.6442
Si, 1.368, 1.3071, 26.0334
Si, 6.7811, 1.3468, 25.8131
Si, 4.0615, 4.1091, 26.0855
Si, 9.5256, 4.0089, 26.0962
Si, 1.1811, 6.7056, 26.0807
Si, 6.8547, 6.8437, 26.0994
Si, 4.063, 9.4545, 26.1519
Si, 9.4533, 9.5198, 26.0381
Si, 2.7489, -0.0056, 27.4412
Si, 8.154, 0.0537, 27.3553
Si, 0.0104, 2.6775, 27.4282
Si, 5.4838, 2.7066, 27.3636
Si, 2.7007, 5.4822, 27.4352
Si, 8.2398, 5.4749, 27.4384
Si, -0.0788, 8.1862, 27.4261
Si, 5.4839, 8.1651, 27.4785
Si, 4.1018, 1.3673, 28.7888
Si, 9.5708, 1.3673, 28.7888
Si, 1.3673, 4.1018, 28.7888
Si, 6.8362, 4.1018, 28.7888
Si, 4.1018, 6.8362, 28.7888
Si, 9.5708, 6.8362, 28.7888
Si, 1.3673, 9.5708, 28.7888
Si, 6.8362, 9.5708, 28.7888
Si, 0, 0, 30.1561
Si, 5.469, 0, 30.1561
Si, 2.7345, 2.7345, 30.1561
Si, 8.2035, 2.7345, 30.1561
Si, 0, 5.469, 30.1561
Si, 5.469, 5.469, 30.1561
Si, 2.7345, 8.2035, 30.1561
Si, 8.2035, 8.2035, 30.1561
Si, 1.3673, 1.3673, 31.5233
Si, 6.8362, 1.3673, 31.5233
Si, 4.1018, 4.1018, 31.5233
Si, 9.5708, 4.1018, 31.5233
Si, 1.3673, 6.8362, 31.5233
Si, 6.8362, 6.8362, 31.5233
Si, 4.1018, 9.5708, 31.5233
Si, 9.5708, 9.5708, 31.5233
Si, 2.7345, 0, 0.6835
Si, 8.2035, 0, 0.6835
Si, 0, 2.7345, 0.6835
Si, 5.469, 2.7345, 0.6835
Si, 2.7345, 5.469, 0.6835
Si, 8.2035, 5.469, 0.6835
Si, 0, 8.2035, 0.6835
Si, 5.469, 8.2035, 0.6835
Si, 4.1018, 1.3673, 2.0507
Si, 9.5708, 1.3673, 2.0507
Si, 1.3673, 4.1018, 2.0507
Si, 6.8362, 4.1018, 2.0507
Si, 4.1018, 6.8362, 2.0507
Si, 9.5708, 6.8362, 2.0507
Si, 1.3673, 9.5708, 2.0507
Si, 6.8362, 9.5708, 2.0507
Si, 0, 0, 3.418
Si, 5.469, 0, 3.418
Si, 2.7345, 2.7345, 3.418
Si, 8.2035, 2.7345, 3.418
Si, 0, 5.469, 3.418
Si, 5.469, 5.469, 3.418
Si, 2.7345, 8.2035, 3.418
Si, 8.2035, 8.2035, 3.418
Si, 1.3749, 1.3757, 4.6962
Si, 6.8597, 1.374, 4.7756
Si, 4.1065, 4.1232, 4.7683
Si, 9.5694, 4.1422, 4.7916
Si, 1.3569, 6.8528, 4.866
Si, 6.8197, 6.8872, 4.7698
Si, 4.1026, 9.5575, 4.7864
Si, 9.6049, 9.545, 4.8365
Si, 2.7417, 0.0481, 6.0567
Si, 8.2628, 0.0712, 6.1562
Si, 0.0956, 2.7888, 6.0524
Si, 5.5719, 2.8255, 6.1029
Si, 2.7784, 5.4933, 6.2002
Si, 8.291, 5.6365, 6.1316
Si, 0.0534, 8.2273, 6.3577
Si, 5.4596, 8.2301, 6.2053
Si, 3.9317, 1.6485, 7.2644
Si, 9.9456, 1.2359, 7.376
Si, 1.6775, 3.8318, 7.4615
Si, 6.7459, 4.4628, 7.3733
Si, 4.3974, 6.5683, 7.5505
Si, 9.2816, 7.1803, 7.7082
Si, 1.2296, 9.9427, 7.5306
Si, 7.0453, 9.4629, 7.4375
O, 5.5509, 5.4497, 7.9362
O, 0.048, 0.0857, 7.9481
O, 2.8246, 2.7143, 7.851
O, 8.1627, 8.3629, 7.9133
O, 1.3928, 9.4586, 24.4581
O, 6.7165, 4.1437, 24.3387
O, 6.6504, 9.5307, 24.1631
O, 1.4055, 4.0001, 24.2937
O, 6.4358, 10.0642, 8.8549
O, 1.0873, 4.253, 8.9537
O, 1.9815, 9.5407, 8.9505
O, 7.6519, 4.0985, 8.7151
O, 9.5026, 6.7254, 9.3197
O, 4.5515, 0.9197, 8.5901
O, 3.8142, 7.0207, 9.027
O, 9.5695, 2.14, 8.706
O, 4.5064, 0.039, 23.3715
O, 8.7053, 3.1311, 23.0526
O, 10.3894, 5.2416, 23.1929
O, 5.2076, 6.0893, 23.4568
O, 8.4169, 7.8012, 23.2434
O, 3.2716, 2.3684, 23.3499
O, 2.9076, 7.4514, 23.5882
O, 10.5415, 0.0121, 23.3321
Si, -0.3682, 9.1245, 12.3588
Si, 9.2268, 2.7278, 14.7676
Si, 4.2769, 12.0618, 14.2842
Si, 0.0654, 11.5667, 13.6898
Si, 10.4253, 4.9008, 16.6567
Si, 2.1832, 4.8347, 14.8916
Si, 11.0435, 3.7776, 19.5563
Si, 3.4399, 0.9649, 22.5415
Si, 2.0919, 9.5128, 10.5691
Si, 0.1828, -3.0421, 20.6135
Si, 7.2597, 1.8513, 18.5195
Si, 8.2376, 2.7474, 9.3956
Si, 4.6538, -0.3639, 11.7012
Si, 8.7768, 6.9678, 10.7812
Si, 1.4551, 4.2935, 10.5343
Si, 5.038, 11.3643, 20.0003
Si, 11.3985, -0.209, 21.9587
Si, 3.4535, 6.7838, 10.6008
Si, 9.3395, 4.4151, 22.2277
Si, 3.5284, 7.4507, 15.47
Si, 4.8156, 3.4367, 15.871
Si, 9.4238, 4.1294, 11.845
Si, -0.6677, 0.9314, 19.2754
Si, 15.7347, 0.9338, 17.1628
Si, 6.5109, 4.8175, 17.6968
Si, 0.9975, -1.8009, 14.9149
Si, 12.864, 2.6294, 12.7097
Si, 2.1971, 5.6281, 20.5988
Si, 15.2037, 6.57, 18.4752
Si, 6.4724, -2.4675, 14.6926
Si, 5.57, 8.3331, 20.5341
Si, 8.4024, 7.1293, 16.8828
Si, 6.0112, 7.7348, 11.6943
Si, 7.6066, 0.3422, 15.7578
Si, 8.2895, 7.1688, 21.745
Si, 3.9667, 6.7075, 22.6323
Si, 5.9286, 0.5887, 9.3565
Si, 9.8741, -1.2901, 17.2386
O, 9.5411, 7.6521, 20.8309
O, 5.9939, 15.4648, 16.1496
O, 11.5848, -1.7441, 21.4675
O, 7.2491, 14.3774, 18.2108
O, 5.6432, 9.9613, 20.5116
O, 8.9278, -0.2067, 16.4425
O, 7.0938, 1.6529, 9.1125
O, 1.0173, -4.339, 21.1379
O, 6.7137, -2.9805, 13.17
O, 12.5261, 4.2059, 20.0971
O, 0.4699, -2.89, 19.0034
O, 0.6307, 9.7382, 11.2362
O, -1.4268, 8.1526, 11.6443
O, 1.6878, 4.0057, 13.5877
O, 5.2653, 9.1269, 11.3623
O, 3.2899, 5.4682, 21.7889
O, 7.2051, 7.3995, 10.6437
O, 4.3393, 0.1687, 18.5019
O, -0.3248, 10.5675, 18.3619
O, 1.9646, 0.3573, 22.2294
O, -1.0229, 10.4924, 13.0636
O, 4.8115, -0.0283, 13.2948
O, 7.4792, 7.6274, 15.6399
O, 4.158, 0.3744, 15.7831
O, -2.1511, -5.3204, 11.7037
O, 4.6398, 13.4764, 17.2609
O, 2.3117, 3.0324, 11.1811
O, 2.6236, 8.082, 11.1097
O, 9.2234, 3.5996, 13.3959
O, 5.1165, -3.0926, 19.0332
O, 9.706, 6.3272, 16.3421
O, 5.1927, 5.2148, 18.5782
O, 9.4604, 3.7128, 16.0473
O, -0.5206, 1.6273, 14.8246
O, 6.7868, -11.7787, 15.003
O, 2.413, 8.617, 15.4821
O, 6.61, 11.8204, 17.1529
O, 10.9765, 4.2957, 11.3656
O, 14.7419, -4.0851, 16.9521
O, 5.6034, 0.7012, 10.9451
O, 6.9929, 7.717, 20.9399
O, 7.8825, 1.7549, 14.9906
O, 10.0008, 14.8021, 20.8165
O, 1.2238, 10.6925, 14.4499
O, 2.4242, 5.5585, 10.8289
O, 13.8415, 6.2627, 14.5205
O, 11.8743, 4.983, 15.9218
O, 0.409, 8.3407, 13.5986
O, 4.4434, 7.8639, 21.5902
O, 10.9026, 9.0398, 16.1605
O, 0.6421, 12.5706, 12.5537
O, 8.5949, 3.0472, 10.9516
O, 10.5077, 0.5791, 20.8332
O, 10.5907, 4.7044, 18.2744
O, 8.7108, 1.3129, 18.904
O, 2.8832, 6.3604, 19.297
O, 11.1625, -8.6846, 18.9587
O, 6.2404, 12.4353, 19.714
O, 14.2781, 4.0076, 15.6691
O, 8.2134, 5.533, 21.7995
O, 4.8179, 6.6074, 11.5282
O, 4.912, 8.1461, 14.9916
O, -2.0715, 8.4498, 17.7408
O, 5.239, 13.3585, 14.6498
O, 3.1122, -0.2884, 11.1764
O, 7.5371, -4.8699, 17.7779
O, 4.0631, 1.1736, 21.0343
O, 13.9333, 1.7695, 13.5731
H, 1.3233, -3.2676, 18.7261

Results
free energy: -137529.254 eV
free energy less fixed offsets of H -15.97, O -568.88, Si -635.61 eV per atom: -4.584 eV

Forces (eV/angstrom), in the order of the atoms: element, x, y, z
Si, 0.0145, -0.0103, 0.0023
Si, 0.0174, -0.0056, 0.0267
Si, -0.0031, 0.0057, 0.0141
Si, 0.0203, -0.0033, 0.0152
Si, 0.0091, -0.0085, -0.0016
Si, -0.0083, -0.0023, 0.0206
Si, 0.0015, 0.0239, 0.0041
Si, -0.0101, -0.005, 0.0123
Si, -0.0006, -0.0006, 0.0038
Si, -0.0004, -0.0098, -0.0044
Si, 0.0075, 0.0021, -0.0035
Si, -0.0045, -0.0142, 0.0034
Si, -0.003, 0, 0.0023
Si, -0.0024, 0.0062, -0.0043
Si, -0.0096, -0.0067, -0.0029
Si, -0.0104, 0.0123, 0.0043
Si, 0.002, -0.0002, -0.0007
Si, -0.0045, -0.0023, -0.0052
Si, -0.0037, 0.0089, 0.0041
Si, 0.0026, 0.0047, -0.0068
Si, -0.0036, -0.0018, 0.0025
Si, -0.0013, 0, -0.0038
Si, -0.0031, -0.0105, -0.0015
Si, 0.0054, -0.0024, 0.0007
Si, 0.2369, 0.0317, -0.0502
Si, -0.2113, -0.182, -0.0429
Si, -0.0735, -0.1648, 0.0378
Si, 0.02, -0.1071, -0.286
Si, -0.1932, -0.1532, 0.292
Si, -0.091, -0.0559, 0.5329
Si, -0.192, -0.1119, -0.1645
Si, 0.0656, 0.3013, -0.0772
Si, -0.119, -0.1114, -0.0176
Si, -0.0108, -0.0018, -0.0075
Si, 0.007, 0.0349, -0.0316
Si, 0.0085, 0.0011, -0.0221
Si, -0.0275, -0.0047, 0.0054
Si, -0.126, -0.0874, -0.0168
Si, -0.0083, -0.0519, -0.0054
Si, 0.0443, -0.0054, -0.001
Si, 0.0327, 0.0023, -0.0325
Si, 0.0109, 0.0017, -0.0323
Si, 0.0155, -0.017, 0.0016
Si, -0.0014, 0.0094, -0.0212
Si, 0.0122, -0.025, -0.0184
Si, -0.0208, 0.0511, -0.0305
Si, -0.0025, 0.0472, -0.0232
Si, 0.0238, -0.0143, 0.0063
Si, 0.0093, -0.0341, 0.0261
Si, -0.054, 0.0473, -0.0033
Si, -0.0047, -0.0034, 0.0294
Si, 0.0183, -0.0411, 0.011
Si, -0.008, 0.0237, 0.0087
Si, 0.0085, -0.0185, 0.0186
Si, -0.0033, 0.0006, 0.0185
Si, -0.0461, -0.0146, 0.0308
Si, 0.0163, 0.0913, -0.0039
Si, 0.0042, -0.0424, 0.013
Si, 0.1071, 0.0407, 0.0127
Si, 0.0003, 0.0321, 0.0116
Si, 0.0222, -0.0384, 0.0156
Si, 0.0176, 0.0391, 0.0282
Si, -0.0278, 0.019, 0.0128
Si, 0.1154, 0.0828, -0.0019
Si, -0.1745, -0.293, -0.151
Si, 0.0496, -0.0625, 0.0896
Si, 0.2872, 0.1696, -0.4201
Si, 0.1022, 0.1855, -0.0053
Si, 0.1348, 0.2231, 0.197
Si, 0.045, 0.1583, -0.1317
Si, -0.1795, -0.1194, 0.2303
Si, 0.1241, 0.25, 0.0013
Si, -0.0044, -0.0017, 0.0038
Si, 0.0055, -0.0004, 0.0006
Si, 0.0092, 0.0037, -0.0001
Si, 0.0026, -0.005, 0.0002
Si, 0.0017, -0.0021, -0.002
Si, -0.0014, -0.0006, 0.0037
Si, 0.0053, -0.0052, 0.0021
Si, 0.0009, 0.0062, 0.0026
Si, 0.0008, 0.0039, -0.0008
Si, -0.003, -0.0046, 0.006
Si, -0.0016, -0.0024, 0.0045
Si, -0.0095, -0.0086, 0.0008
Si, -0.0004, -0.0007, 0.0087
Si, -0.0049, 0.0044, -0.0011
Si, -0.0042, -0.0008, 0.0052
Si, 0.0034, 0.0019, 0.0035
Si, 0.0261, -0.0016, -0.0368
Si, 0.0049, 0.0004, -0.0064
Si, 0.0037, -0.0026, -0.0103
Si, -0.0021, 0.0124, 0.0036
Si, 0.0116, -0.005, -0.0126
Si, -0.0113, 0.0072, -0.0071
Si, -0.007, 0.0092, -0.0069
Si, 0.0065, -0.007, -0.0165
O, -0.0025, -0.0008, -0.0051
O, 0.0004, -0.003, -0.0053
O, -0.0246, 0.0231, 0.0015
O, 0.0074, -0.0023, 0.0002
O, -0.0133, -0.0247, 0.0175
O, 0.0032, 0.0298, -0.0065
O, 0.0058, -0.0148, -0.0017
O, -0.012, 0.0167, -0.0019
O, 0.0011, 0.0039, 0.0097
O, -0.0021, 0.0018, 0.013
O, 0.0039, -0.0028, 0.0089
O, 0.0074, 0.0055, 0.0058
O, 0.0016, -0.0014, 0.0065
O, -0.0331, -0.0133, 0.0322
O, -0.0018, -0.0002, 0.0103
O, -0.0023, 0.0012, 0.0083
O, -0.0165, 0.0156, -0.0462
O, 0.0029, -0.0011, -0.0101
O, -0.0021, -0.0013, -0.011
O, -0.0065, 0.0045, -0.0138
O, 0.0003, -0.0074, -0.0238
O, -0.0023, -0.0322, -0.0404
O, 0.0015, -0.0015, -0.0152
O, 0.0226, 0.0071, -0.0641
Si, -0.0009, -0.008, -0.016
Si, 0.0441, 0.0349, -0.0196
Si, -0.0116, 0.0044, -0.041
Si, 0.0065, -0.0056, -0.0179
Si, 0.0102, 0.0051, 0.0062
Si, -0.0125, 0.0045, -0.0167
Si, -0.0001, 0.0141, 0.0252
Si, -0.0431, -0.0156, -0.0422
Si, 0.0008, -0.0046, -0.0125
Si, -0.0002, -0.0052, 0.0242
Si, 0.2211, 0.3728, 0.7886
Si, 0.0141, 0.0035, -0.0156
Si, -0.002, -0.0063, -0.0201
Si, 0.0024, -0.0041, -0.0152
Si, -0.0007, 0.0018, -0.0153
Si, 0.0125, 0.0952, 0.0806
Si, 0.0324, 0.0263, 0.0465
Si, 0.0001, -0.0007, -0.0137
Si, -0.0027, -0.0009, 0.0263
Si, -0.0014, -0.0025, 0.0089
Si, -0.0156, 0.014, -0.0399
Si, 0.0005, 0.0031, -0.0246
Si, -0.0594, 0.0083, 0.058
Si, -0.2588, -0.006, -0.0124
Si, 0.0278, -0.0275, 0.0328
Si, 0.0107, -0.0095, -0.0153
Si, 0.0008, 0.0067, -0.0196
Si, -0.0002, 0.002, 0.0132
Si, -0.0121, 0.0052, 0.0064
Si, -0.0063, -0.042, -0.0213
Si, -0.0017, -0.0236, 0.0162
Si, -0.0074, -0.0145, -0.0156
Si, 0.0005, -0.0043, -0.0163
Si, 0.0994, -0.1062, -0.2076
Si, 0.0065, -0.0042, 0.0191
Si, 0.0051, -0.0011, 0.0155
Si, 0.0238, -0.0241, -0.029
Si, 0.0298, -0.0437, 0.0058
O, 0.0097, -0.0004, -0.0032
O, 0.022, 0.0004, 0
O, -0.0036, -0.0035, -0.0023
O, -0.0203, -0.1598, -0.0228
O, 0.0002, 0.0246, -0.0123
O, -0.0498, 0.0253, -0.0036
O, -0.0047, 0.0082, -0.0077
O, -0.005, 0.0098, -0.0094
O, 0.0017, 0.0072, 0.0277
O, -0.0023, -0.0039, -0.0035
O, 0.0184, -0.0061, -0.0151
O, -0.0083, 0.0032, 0.0085
O, 0.0022, 0.0042, 0.0043
O, 0.002, -0.0021, 0.0064
O, 0.0011, 0.0023, 0.0029
O, -0.0075, -0.0005, -0.0098
O, -0.0022, -0.0004, 0.0026
O, 0.0295, 0.0083, -0.05
O, -0.0052, 0.0071, -0.0052
O, 0.0369, 0.0192, -0.0293
O, 0.0013, 0.0056, 0.0091
O, 0, 0.0085, 0.02
O, -0.0026, 0.0042, 0.0082
O, 0.038, 0.0156, 0.0563
O, 0.0003, -0.0015, 0.0048
O, 0.0262, -0.0441, 0.0102
O, 0.0007, -0.0039, 0.011
O, 0.0001, 0.0009, 0.0034
O, -0.0082, -0.0119, 0.0212
O, 0.0012, 0.001, -0.0057
O, -0.0129, 0.0074, 0.0058
O, 0.0112, -0.0077, -0.0102
O, -0.017, -0.0179, -0.002
O, -0.0139, 0.0018, 0.0083
O, 0.0295, 0.0664, 0.045
O, -0.0031, -0.0038, -0.0002
O, -0.0476, -0.1882, -0.2378
O, -0.0032, -0.0022, 0.0066
O, -0.0022, 0.0064, -0.0172
O, -0.004, -0.0006, 0.0405
O, -0.0041, 0.0026, -0.007
O, -0.0401, -0.0346, 0.0423
O, 0.0123, -0.0029, -0.0151
O, -0.0034, -0.0011, 0.0057
O, 0.0004, -0.0014, 0.0037
O, 0.005, 0.0041, 0.0044
O, -0.0003, -0.0026, 0.0019
O, 0.0044, 0.0044, 0.0152
O, 0.0031, 0.0039, -0.0081
O, -0.0065, 0.0035, 0.0017
O, -0.0018, -0.0042, 0.0086
O, 0.0042, 0.0017, 0.0161
O, 0.0095, 0.0054, -0.0461
O, -0.0044, 0.0017, -0.0074
O, -0.1752, 0.0309, -0.0997
O, 0.0101, 0.0018, -0.0092
O, -0.0092, -0.0163, -0.0105
O, 0.1047, -0.0126, -0.27
O, 0.0005, -0.0094, 0.0127
O, 0.0006, 0.0058, -0.0016
O, 0.0027, -0.0005, 0.0034
O, 0.004, 0.0033, 0.0058
O, -0.0024, 0.0109, 0.0026
O, 0.0055, -0.0046, 0.0126
O, 0.0064, 0.0043, 0.0019
O, -0.0042, -0.0117, -0.0144
O, 0.0199, -0.0674, 0.0205
O, 0.0165, -0.0066, 0.0152
H, -0.0177, 0.0087, 0.0048

The program warned: the cutoff lies below the one the program advises for these potential files; the exchange-correlation potential is rough where the density is thin.
